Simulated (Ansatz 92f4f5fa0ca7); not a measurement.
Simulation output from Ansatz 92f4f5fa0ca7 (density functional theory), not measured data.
Periodic cell of 252 atoms, Si144O100N8, from a study of silicon, its oxide and their interface. The atomic structure is a simulated model.
Doubt: the cutoff is far below the 930 eV that the study's wrapper takes by default for these files, so forces and energies are approximate.
This geometry differs little from another in the collection (a relaxation step or a small displacement).

Settings: functional PBE; potential files Ansatz PAW; basis plane waves; wave-function cutoff 580 eV; density cutoff ratio 5; exchange-correlation grid ratio 1; k mesh 1 x 1 x 1, Gamma-centred; self-consistency stop 5e-08 eV per atom in the density residual; occupations fixed; spin none; net charge 0.

Cell vectors (angstrom)
a  10.938  0  0
b  0  10.938  0
c  -0.5492  4.6506  35.3893

Atoms and the computed forces on them: element, x, y, z (angstrom), force x, y, z (eV/angstrom)
Si  1.0745  3.2257  28.1734  0.0039  -0.0019  -0.0105
Si  3.704  5.9187  27.9332  0.0017  -0.0043  -0.0001
Si  0.4805  9.119  28.0025  -0.0041  0.0047  -0.0034
Si  3.1957  0.9244  27.8288  -0.0024  0.0027  0.0032
Si  -4.9288  3.7135  27.6688  -0.0016  0.002  -0.0031
Si  -2.1265  6.2498  27.8822  -0.0027  0.0033  -0.0035
Si  6.7153  8.6295  27.8904  0.0067  -0.0012  -0.0041
Si  -1.8199  0.3266  28.0245  -0.0003  -0.0083  -0.0031
Si  2.2999  4.7224  29.4281  0.0031  0.0007  0.0003
Si  4.9502  7.5234  29.1159  -0.0019  -0.0007  0.0014
Si  2.1418  -0.6964  29.2249  -0.0019  0.0052  0.0006
Si  4.9679  1.9709  29.0314  -0.0018  0.0006  -0.0005
Si  -3.3491  4.709  29.1677  -0.0042  0.002  0.0015
Si  -0.5505  7.3953  29.2384  -0.001  0.0006  0.0019
Si  7.7075  10.0847  29.4322  0.0023  -0.0003  0.0025
Si  -0.6241  1.9893  29.2236  0.0016  0.0002  0.0029
Si  0.81  6.0449  30.6351  0.0017  -0.001  -0.0016
Si  3.529  8.8057  30.5464  0.0035  -0.0007  -0.0011
Si  0.7572  0.6137  30.6186  0.001  -0.0008  -0.0029
Si  3.6465  3.2417  30.6218  -0.0034  -0.0007  -0.0016
Si  6.2412  6.0846  30.5678  0.0018  -0.0001  -0.0002
Si  9.0626  8.6974  30.6943  -0.0013  0.0026  -0.0015
Si  6.2496  11.5267  30.5668  0.0014  -0.0022  -0.002
Si  -1.9895  3.3358  30.5782  0.002  -0.003  -0.001
Si  -0.5492  4.6506  31.9711  -0.2788  0.0563  -0.103
Si  2.1853  7.3851  31.9711  0.0896  0.3541  -0.098
Si  -0.5492  10.1196  31.9711  0.2125  0.0488  0.3699
Si  2.1853  1.9161  31.9711  0.1041  0.0721  0.0187
Si  4.9198  4.6506  31.9711  0.3236  0.1367  0.0935
Si  7.6543  7.3851  31.9711  -0.2025  -0.3203  0.3412
Si  4.9198  10.1196  31.9711  -0.2246  0.2239  -0.2754
Si  7.6543  1.9161  31.9711  -0.254  0.1412  -0.1809
Si  1.3673  -1.3673  3.418  -0.002  -0.7343  -0.6697
Si  4.1018  1.3673  3.418  0.5544  0.2046  -0.5603
Si  1.3673  4.1018  3.418  0.0721  -0.0416  0.5208
Si  4.1018  -4.1018  3.418  -0.0893  0.0854  0.3048
Si  6.8362  -1.3673  3.418  -0.2774  -0.2003  0.4775
Si  -1.3673  1.3673  3.418  -0.3138  0.3395  -0.0198
Si  6.8362  4.1018  3.418  -0.0212  -0.3148  -0.0796
Si  -1.3673  6.8362  3.418  0.3883  0.0404  -0.0811
Si  2.8312  -0.1081  4.622  0.0047  -0.0079  -0.0012
Si  5.4668  2.7094  4.8097  0.003  0.0029  -0.0046
Si  2.7587  5.4699  4.8427  0.0034  -0.0024  -0.0076
Si  5.45  -2.7966  4.8934  -0.0015  0.0035  -0.0048
Si  -2.77  0.0343  4.777  -0.0009  -0.0026  -0.0048
Si  -0.0355  2.7274  4.824  0.0024  -0.0015  -0.0074
Si  8.2182  5.4562  4.7362  -0.0031  -0.0001  0.003
Si  0.1184  -2.8347  4.8048  0.0003  -0.0003  -0.0004
Si  1.3901  1.1191  5.8624  -0.0001  0.0018  0.0074
Si  4.124  4.0965  6.2049  -0.0041  -0.0032  -0.0002
Si  1.4247  -4.2285  6.3803  -0.0101  0.0067  0.0059
Si  3.9256  -1.4373  6.2045  0.0037  0.0137  0.0007
Si  -4.1978  1.2797  6.2424  0.0006  0.005  0.0004
Si  -1.4532  4.1567  6.2179  -0.0063  0.0064  0.0013
Si  6.8271  -4.3136  6.2109  0.0082  -0.0018  -0.0006
Si  -1.3809  -1.4341  5.9485  0.0108  0.0017  0.0033
Si  0.3525  -0.5531  7.2384  -0.0059  -0.0067  -0.0051
Si  2.7506  2.4593  7.1762  0.0079  -0.0012  -0.0096
Si  -0.386  -5.2053  7.7228  0.0026  -0.0049  -0.0086
Si  2.5192  -2.6105  7.8095  -0.0016  -0.0018  -0.0079
Si  4.9464  0.2229  7.4952  -0.0144  -0.0117  -0.0122
Si  -2.9958  2.8767  7.4932  -0.0029  0.0063  0.0034
Si  5.8242  4.992  7.7222  0.0114  -0.005  0.0038
Si  -2.5796  -2.9013  7.2652  -0.006  -0.01  0.0007
Si  0.8181  3.2834  33.3383  0.0967  0.047  -0.0441
Si  3.5526  6.0179  33.3383  -0.0119  -0.0262  -0.0632
Si  0.8181  8.7524  33.3383  0.1687  0.133  0.0384
Si  3.5526  11.4869  33.3383  -0.0636  -0.0996  0.0236
Si  6.2871  3.2834  33.3383  0.1435  0.1116  0.04
Si  -1.9164  6.0179  33.3383  -0.0834  -0.0946  0.0437
Si  6.2871  8.7524  33.3383  0.0872  -0.0205  -0.0392
Si  -1.9164  0.5489  33.3383  -0.0185  -0.0594  -0.052
Si  2.1853  4.6506  34.7056  -0.0446  0.0402  0.0039
Si  4.9198  7.3851  34.7056  -0.0445  -0.0239  -0.0085
Si  2.1853  10.1196  34.7056  -0.0461  -0.0302  0.0014
Si  4.9198  1.9161  34.7056  -0.0384  0.0938  -0.0451
Si  -3.2837  4.6506  34.7056  0.0469  -0.0162  -0.0072
Si  -0.5492  7.3851  34.7056  -0.0424  -0.0035  -0.0521
Si  -3.2837  -0.8184  34.7056  -0.0027  0.0455  -0.0017
Si  -0.5492  1.9161  34.7056  -0.0087  -0.0253  -0.0016
Si  1.3673  1.3673  0.6835  0.0264  0.0059  0.0229
Si  4.1018  4.1018  0.6835  -0.037  0.0499  0.0116
Si  1.3673  6.8362  0.6835  0.156  -0.0839  0.0125
Si  4.1018  -1.3673  0.6835  -0.0094  -0.0411  0.0136
Si  6.8362  1.3673  0.6835  0.1272  -0.0995  -0.0067
Si  -1.3673  4.1018  0.6835  0.0082  -0.0392  0.0097
Si  6.8362  -4.1018  0.6835  0.016  -0.0492  0.0217
Si  -1.3673  -1.3673  0.6835  -0.0898  0.1202  0.011
Si  0  0  2.0507  -0.0189  -0.0951  0.0851
Si  2.7345  2.7345  2.0507  -0.0336  -0.0755  0.0364
Si  0  5.469  2.0507  -0.1201  0.0305  -0.01
Si  2.7345  -2.7345  2.0507  -0.1405  0.0544  -0.0894
Si  5.469  0  2.0507  -0.0584  0.1068  -0.0697
Si  8.2035  2.7345  2.0507  -0.0551  -0.0244  -0.0483
Si  5.469  5.469  2.0507  -0.0273  -0.0625  0.0629
Si  8.2035  -2.7345  2.0507  0.0665  0.0132  0.0654
Si  -0.3212  -4.9563  10.7869  -0.0003  -0.0005  -0.0023
Si  -5.4247  1.763  12.3632  -0.0003  0.0009  -0.0018
Si  3.0087  5.3176  22.0755  -0.0002  -0.0003  0.0006
Si  3.5345  7.9732  20.637  -0.0001  0.0003  0.0013
Si  1.8151  7.3372  25.7537  -0.0008  -0.0003  -0.0001
Si  -1.0877  10.4677  15.6716  -0.0005  0  0.0008
Si  0.7683  4.2104  18.3451  -0.0003  0.0002  0.0009
Si  4.4745  2.747  22.7442  -0.0003  -0.0002  0.0007
Si  3.5594  6.0397  12.8282  0  0.0009  -0.0002
Si  6.3939  7.2915  20.9246  -0.0005  0.0004  0.001
Si  1.6104  4.2905  9.4099  0.0021  0.0028  -0.0037
Si  8.7093  -2.1162  18.0736  -0.0007  0.0003  0.0009
Si  -1.2188  2.4514  16.9959  -0.001  -0.0001  0.0009
Si  3.481  9.1633  17.7855  -0.0003  0.0001  0.001
Si  3.5673  14.8908  17.3907  -0.0002  0.0003  0.0002
Si  -3.0974  3.2976  19.1271  -0.0004  0.0001  0.0011
Si  7.7523  -1.3001  9.7293  -0.0002  0.0006  -0.0013
Si  11.1581  4.811  21.2763  -0.0002  0.0001  0.0009
Si  3.5425  8.7838  23.5755  0.0001  0.0006  0.0004
Si  8.2505  0.7588  13.5081  0.0008  0.0065  0.0023
Si  -4.0435  3.5551  10.3454  0  0.0008  -0.0079
Si  8.1831  3.6821  14.7959  -0.0011  -0.0063  -0.0063
Si  -1.2516  16.8951  19.1719  -0.0004  0  0.0009
Si  1.0067  1.5018  9.3587  0.0027  0.0008  -0.0007
Si  5.3378  -4.4352  23.6428  0  -0.0001  0.0006
Si  -0.1826  5.0144  25.8274  0.0019  -0.0022  0.0062
Si  6.1554  7.7634  16.8419  0.0001  0.0001  0.0005
Si  4.6868  -1.6518  10.0325  -0.0013  0.0005  -0.0032
Si  -1.8777  1.612  9.9663  -0.0032  0.0025  0.0006
Si  -7.3801  8.8929  12.9511  -0.0001  -0.0005  -0.0014
Si  3.888  6.3535  9.6349  -0.0018  0.0038  -0.0022
Si  -4.273  4.1354  24.6261  -0.0006  0  0.0004
Si  -0.4001  -2.6502  9.216  -0.0011  -0.0044  -0.0016
Si  2.8304  0.2888  11.4579  0.0005  -0.0008  -0.0001
Si  -10.7982  1.4467  12.1882  -0.001  0  0.0008
Si  -2.8218  9.8545  20.7372  -0.0005  0.0003  0.0008
Si  3.8475  12.0248  16.9097  0  0.0004  0.0004
Si  1.403  4.1328  12.3816  -0.0008  0.0002  0.0007
Si  -2.3315  -10.4696  23.2246  -0.0004  0.0001  0.0013
Si  7.8963  5.6357  12.276  -0.001  -0.001  -0.0009
Si  5.9596  7.3561  13.7899  -0.0004  -0.0003  0
Si  4.2603  11.557  24.8547  0.0001  0.0003  0.0003
Si  5.9009  16.261  18.4911  -0.0001  0.0004  0.0009
Si  7.1568  -0.12  25.746  0.0003  -0.001  -0.001
Si  6.6189  12.3147  21.291  -0.0006  0.0004  0.0009
Si  1.9972  -0.732  15.4307  -0.0001  0.0003  0.0005
Si  5.342  3.0064  15.2329  0.0004  -0.0002  0.0006
Si  9.5929  14.2569  23.5396  -0.0008  0.0006  0.0003
O  -2.6309  2.8307  10.7616  0.0011  -0.0017  -0.0007
O  -4.4628  7.7882  15.2578  -0.0003  0.0002  0.0004
O  2.7283  -5.5292  8.9532  -0.0009  -0.0004  0.0015
N  6.8656  3.8136  8.5735  -0.0014  0.0017  0.0078
O  -0.3362  3.9162  24.6553  -0.0006  0.0017  0.0012
O  9.048  -0.5182  21.9778  -0.0002  -0.0001  -0.0006
O  9.0362  2.0706  8.4034  -0.0004  0.0004  -0.0009
O  5.6595  14.5099  23.4809  -0.0004  0.0002  -0.0003
O  2.3654  8.1157  24.4552  -0.0002  0.0003  -0.0003
O  8.7305  15.5772  19.3745  -0.0003  0.0003  -0.0005
O  3.77  1.9245  23.9812  0.0002  0.0008  -0.0007
O  -3.4829  13.4706  20.5017  -0.0002  0.0005  -0.0007
O  7.7221  7.4043  27.4334  -0.0019  0.0023  0.001
N  -0.2259  1.743  10.5373  -0.0002  -0.0005  -0.0003
N  -1.3117  -3.7576  8.1717  0.001  0.0118  0.0038
O  -3.4585  -1.8033  8.1881  0.0002  0.0007  0.001
O  4.0226  1.5591  7.7226  0.0019  -0.001  0.0012
O  -1.6206  -1.8279  9.9842  -0.0006  0.0009  0.0008
O  -0.6691  -0.74  27.4712  -0.0002  0.0018  0.0011
O  4.7576  4.762  27.4064  -0.0021  0.0013  0.0007
O  6.5211  9.4971  26.4848  -0.0002  -0.0009  0.0021
O  -2.3446  10.4833  14.5818  0.0003  0.0017  -0.0013
O  4.1102  10.6923  17.836  -0.0003  0.0003  -0.0003
O  -1.5852  5.5834  26.4605  0.0046  -0.0021  -0.0006
O  -1.0046  1.0216  16.2926  0.0001  -0.0002  -0.0007
O  2.0739  2.0933  27.5216  -0.0043  0.0053  0.0029
O  6.2801  17.4144  22.3197  -0.0002  0.0002  -0.0007
O  -0.1486  5.526  18.0598  -0.0003  0.0002  -0.0007
O  6.7322  3.8183  15.5321  0.0024  -0.0007  -0.0027
O  7.6725  8.2973  21.0072  -0.0002  0.0003  -0.0005
O  4.9225  6.0671  13.7435  -0.0005  0.0002  -0.0004
O  0.0957  0.554  8.4109  0.0001  -0.0001  -0.0003
O  2.9931  6.5782  26.5973  0.0001  0.0001  0.0012
O  -0.5618  6.1304  20.6581  -0.0003  0.0003  -0.0008
O  5.3  5.8406  9.0229  0.0008  -0.003  -0.0031
O  8.1956  10.4825  24.5136  -0.0004  0.0005  0.0004
O  -1.5837  3.6764  15.9438  -0.0007  0.0002  -0.0016
O  2.5536  0.7377  15.9386  -0.0006  0.0002  -0.0004
O  0.7001  6.2587  25.2749  -0.0004  -0.0008  0.0017
O  8.9429  9.8513  19.3252  -0.0002  0.0001  -0.0009
O  3.0324  8.6955  22.0136  -0.0001  0  -0.0008
N  1.6434  2.8719  8.4679  -0.0065  -0.0021  0.0075
O  3.9517  6.0653  11.2343  -0.001  -0.0008  0.0015
O  -1.8734  6.0778  11.2328  -0.0001  0.0005  0.0002
O  -4.4611  14.7484  18.4284  -0.0003  0.0005  -0.0005
O  8.5445  2.2504  18.1115  0  0.0003  -0.0004
O  1.4266  0.4252  12.3317  -0.0003  0.0002  0.0002
O  -6.0339  -0.3725  9.042  0.0005  0.0002  0.0093
O  -2.7365  2.1857  14.2196  -0.0026  0.0028  0.0034
N  3.722  -2.9231  9.152  0.0084  -0.0037  0.0117
O  -2.8023  3.917  23.9654  0.0008  -0.0001  -0.0002
O  -4.7417  5.717  24.7883  -0.0003  0.0007  -0.0003
O  3.2718  17.2846  20.804  -0.0001  0.0004  -0.0006
O  6.4028  17.0356  19.8263  -0.0005  -0.0001  -0.0012
O  4.9817  8.0657  23.9521  -0.0001  -0.0001  -0.0002
N  0.0582  5.0626  9.3369  -0.0003  0.0008  0.0071
O  0.6002  4.2461  27.0024  -0.001  -0.0021  -0.0003
O  -5.8005  8.2527  20.5689  -0.0003  0.0003  -0.0007
O  3.5649  2.3775  17.8856  -0.0004  0.0003  -0.0004
O  3.8441  5.854  23.3762  -0.0003  0.0002  -0.0002
O  -1.2847  0.7898  12.6455  -0.0022  0.0005  0.0016
O  0.9283  4.0485  19.9841  -0.0002  0.0001  -0.001
O  2.3414  0.7617  9.9694  -0.0019  0.0013  -0.0005
O  6.432  -4.7218  17.2491  -0.0004  0.0005  -0.0003
O  8.4046  4.7575  13.5813  -0.0014  -0.0027  0.0031
O  -5.1924  2.5382  10.9312  -0.0004  -0.0003  0.0009
O  6.815  10.8548  20.572  -0.0001  0  -0.0005
O  12.3321  16.2239  22.3081  0  0.0003  -0.0006
O  -4.1234  4.8684  11.3191  0.0007  0.0013  0.0018
O  3.5546  0.4132  26.3076  -0.0001  0  -0.0013
O  4.3091  5.0332  18.3704  -0.0003  0.0002  -0.0004
O  6.5878  3.4496  26.1231  -0.0001  0  0.0018
O  6.7809  0.6977  12.7211  0.0016  0.0009  0.0013
O  11.3447  10.1898  15.0417  -0.0003  0.0003  -0.0005
O  4.1616  3.9621  15.8597  0.0001  -0.0001  -0.0002
O  4.0116  12.103  12.1654  -0.001  0  0.0001
O  1.1276  8.4956  26.6465  -0.0002  -0.0001  0.001
O  12.9983  4.505  17.4333  -0.0002  0.0001  -0.0005
O  5.0623  1.767  21.5577  -0.0001  0.0001  -0.0006
O  1.9879  14.6637  10.9079  0  -0.0003  0.0008
O  -1.8855  7.3159  18.5904  -0.0004  0.0005  -0.0006
O  -0.8343  3.8435  22.0723  -0.0001  0.0003  -0.0005
O  13.5948  4.7357  13.2445  -0.0003  -0.0001  0.0001
O  5.8735  0.6994  25.1513  0  0.0001  0.0003
N  0.9295  -1.8896  8.2863  -0.0053  0.006  -0.0006
O  2.2564  -1.7689  16.6901  -0.0004  0.0003  -0.0004
O  -1.3433  9.3187  16.8023  -0.0001  0.0004  -0.0007
O  -1.2632  1.668  23.5681  -0.0003  0.0002  -0.0005
O  14.4348  14.7005  21.912  -0.0004  0.0007  -0.0004
O  0.3022  -3.4695  10.4508  -0.0006  0.0007  -0.0006
O  11.0793  2.823  17.7842  -0.0001  0.0004  -0.0004
O  5.3206  2.8004  13.6148  -0.0003  0.0006  0
O  0.6126  2.8321  12.9929  0.0002  0.0005  -0.0005
O  -4.6077  -1.862  10.4724  0.0009  0.0008  0.0006
O  5.1485  8.6461  13.2285  -0.0003  0.0002  0
O  7.2665  1.2682  22.7742  -0.0002  0.0001  -0.0005
O  7.137  -2.139  17.6287  -0.0002  0  -0.0007
N  3.5687  -1.2831  11.3836  -0.0008  0.0008  0.0011
O  4.6238  8.1492  17.2193  -0.0002  0.0001  -0.0005
O  0.4011  5.383  12.1169  -0.0002  -0.0001  -0.0002
O  -2.9081  0.2977  10.0307  0  -0.0023  0.0002
O  2.8869  9.8172  14.1122  -0.0004  0  -0.0005
O  -2.8626  0.7712  26.7964  0.0014  0.0007  0.001
O  2.7641  7.4545  13.0558  0  0.0004  0.0001
O  3.7978  10.3337  23.9098  -0.0003  -0.0006  -0.0008
O  5.1442  1.5279  15.969  -0.0005  0.0004  -0.0003
O  -3.6947  7.0089  12.8597  -0.0001  -0.0005  -0.0003
O  2.9359  19.5606  19.2499  -0.0002  0.0003  -0.0007

Results
free energy: -151498.302 eV
free energy less fixed offsets of N -385.13, O -568.88, Si -635.61 eV per atom: -1.422 eV

The program warned: the cutoff lies below the one the program advises for these potential files; the exchange-correlation potential is rough where the density is thin.
